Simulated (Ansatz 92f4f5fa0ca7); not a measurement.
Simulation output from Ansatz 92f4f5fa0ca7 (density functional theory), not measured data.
Periodic cell of 122 atoms, Si78O44, from a study of silicon, its oxide and their interface. The atomic structure is a simulated model.

Settings: functional r2SCAN; potential files Ansatz norm-conserving; basis plane waves; wave-function cutoff 1300 eV; density cutoff ratio 4; exchange-correlation grid ratio 1; k mesh 2 x 2 x 1, shifted by 0.5 0.5 0.5 of a step; self-consistency stop 5e-08 eV per atom in the density residual; occupations Fermi-Dirac, 0.05 eV; spin none; net charge 0.

Cell vectors (angstrom)
a, 10.88, 0, 0
b, 0, 10.88, 0
c, 0, 0, 17.7568

Atoms and the computed forces on them: element, x, y, z (angstrom), force x, y, z (eV/angstrom)
Si, 0.6472, -0.473, -0.2106, -0.1064, 0.2096, 0.2154
Si, 3.1862, 2.5411, -0.071, -0.413, -0.6015, -0.7332
Si, -0.2264, 5.5251, 0.1398, 0.0043, -0.0669, -0.3085
Si, 2.2159, 8.5736, -0.4935, 0.1205, -0.0768, -0.712
Si, 5.3294, 0.5074, -0.3244, -0.0418, -0.681, -0.743
Si, 7.7619, 2.9793, 0.4352, 0.1382, 0.4893, -0.2222
Si, 5.9235, 5.0285, -0.0375, 0.2947, 0.3615, -0.7291
Si, 8.6486, 7.8756, -0.2646, 0.1264, -0.5093, -0.6136
Si, 1.5116, 1.3153, 1.1091, -0.0255, 0.1709, 0.3537
Si, 4.5254, 3.7774, 1.2967, -0.1148, 0.1032, -0.1878
Si, 1.3549, 7.0016, 1.0114, -0.0493, -0.3464, 0.2405
Si, 3.9785, 9.2711, 0.9574, 0.3656, 0.1677, 0.4127
Si, 6.5738, 1.3493, 1.4609, -0.4249, -0.0695, -0.068
Si, 9.9495, 4.3101, 1.9332, 0.1573, 0.0409, 0.0368
Si, 6.8171, 6.9292, 1.1286, -0.055, 0.1429, 0.1902
Si, 9.6764, 9.4781, 1.0945, 0.1313, 0.2044, -0.0447
Si, 0.1799, 2.472, 2.6857, 0.0514, -0.2334, -0.0337
Si, 2.9108, -0.0405, 2.5249, 0.0729, -0.0984, -0.4456
Si, 0.0952, 8.1567, 2.5665, -0.0649, 0.2458, -0.0441
Si, 2.5883, 5.6447, 2.5667, 0.0879, 0.1803, -0.2877
Si, 5.4321, 2.6126, 3.0347, -0.2472, 0.2412, 0.306
Si, 8.1064, -0.1513, 2.4202, 0.0705, -0.0725, -0.0084
Si, 5.3076, 8.1092, 2.5307, -0.0286, -0.2061, -0.1099
Si, 7.7654, 6.1042, 3.223, -0.16, 0.685, 0.4128
Si, 1.5825, 3.9238, 3.9107, 0.1044, -0.2491, -0.1442
Si, 4.065, 1.152, 4.2673, -0.0252, 0.1065, 0.0496
Si, 1.5477, 9.501, 3.9363, -0.0608, 0.1134, -0.1511
Si, 4.0673, 6.7629, 4.0342, 0.0202, -0.0708, -0.1588
Si, 6.7625, 4.1655, 4.163, 0.0768, -0.0831, 0.2681
Si, 9.4617, 1.1062, 3.8362, -0.0808, 0.1859, -0.1055
Si, 6.7607, 9.4382, 3.9499, -0.2161, 0.1854, 0.1032
Si, 10.0486, 6.1539, 3.419, -0.0351, -0.4976, -0.3181
Si, -0.0346, -0.2095, 5.2197, 0.0977, -0.1464, -0.3331
Si, 2.607, 2.5565, 5.4909, 0.0844, 0.0689, 0.2412
Si, 0.2632, 5.2781, 5.2693, -0.1363, -0.1731, -0.1322
Si, 2.7778, 8.0958, 5.4402, 0.1266, 0.148, -0.0393
Si, 5.5059, -0.1524, 5.6268, 0.2291, 0.024, -0.1016
Si, 8.1738, 2.5824, 5.1923, -0.0258, 0.0467, -0.2638
Si, 5.2745, 5.3824, 5.52, -0.2117, -0.1509, 0.1191
Si, 8.0292, 7.7798, 5.062, -0.282, -0.2461, -0.1004
Si, 0.5918, 1.6903, 6.511, 0.0647, 0.2604, 0.0223
Si, 3.7986, 4.062, 6.8397, 0.1503, 0.1755, -0.2332
Si, 1.1816, 6.8921, 6.6858, -0.0219, -0.0381, -0.3642
Si, 4.1626, 9.2414, 6.9842, 0.0272, -0.1872, -0.2168
Si, 6.9153, 1.4166, 6.8367, -0.1468, -0.0583, -0.1313
Si, 9.9333, 3.5694, 6.2955, -0.5515, 0.0311, 0.5953
Si, 6.7972, 6.7016, 6.7542, 0.2534, -0.2197, 0.3077
Si, 10.1947, 8.5392, 6.1027, -0.2488, 0.0296, 0.2347
Si, -0.1541, 1.7754, 8.758, -0.2042, -0.4989, -0.0995
Si, 3.0538, -0.9157, 8.9147, 0.0599, 0.275, 0.5451
Si, -0.9294, 9.5308, 8.1642, 0.6073, -0.1232, -0.181
Si, 2.4119, 5.3545, 8.3604, 0.3436, 0.1513, -0.1172
Si, 5.4, 2.8482, 8.032, -0.0575, 0.3444, 0.175
Si, 8.5501, 0.5642, 8.3762, -0.4143, -0.5702, 0.7298
Si, 5.6982, 8.0956, 8.3721, 0.1946, -0.1004, 0.3474
Si, 8.0956, 5.2806, 8.2057, 0.2518, 0.8076, 0.0791
Si, 1.2923, 3.5613, 9.4391, 0.0563, -0.5762, -0.0427
Si, 4.075, 1.9033, 9.6921, 0.1949, -0.4685, 0.1982
Si, 0.8449, 10.6187, 9.3116, 0.0424, 0.1093, 0.571
Si, 4.3031, 5.8134, 10.0762, -0.1233, 0.5486, 0.5262
Si, 6.3006, 4.4125, 9.5096, 0.2782, -0.7646, 0.0848
Si, 7.789, 2.6854, 11.8323, -0.0854, 0.2846, -0.0728
Si, 7.273, 9.1751, 9.8474, -0.1135, -0.3534, 0.1129
Si, 9.1708, 7.8657, 9.5201, 0.0268, 0.6656, -0.1544
Si, 1.3494, 2.026, 13.6307, 0.2464, -0.0567, -0.147
Si, 2.8613, 5.7851, 13.0092, 0.0064, 0.0268, -0.2422
Si, -0.4246, 3.8952, 15.2724, 0.1329, -0.0791, -0.0369
Si, 2.3896, 9.6701, 11.6302, -0.1025, 0.3238, -0.4343
Si, 11.4808, 3.9789, 11.5811, -0.4493, 0.1793, 0.3826
Si, 8.5581, 8.0843, 12.1827, -0.0229, 0.0758, -0.0777
Si, -0.0135, -0.1315, 15.3086, 0.1097, -0.0725, -0.4665
Si, 6.0623, 1.7818, 14.8515, 0.0174, -0.2025, -0.2089
Si, 8.9975, 5.1223, 12.8833, -0.4886, -0.189, -0.2344
Si, 4.1785, 4.2913, 15.5118, 0.0109, -0.3818, 0.1107
Si, 1.8881, 7.6882, 14.1298, -0.3432, -0.1162, -0.1767
Si, 8.9329, 2.1948, 15.6363, 0.0407, 0.0285, -0.4147
Si, 4.1101, 12.1359, 12.5999, 0.0992, 0.0706, -0.1128
Si, 9.9774, 8.6921, 14.706, -0.4879, 0.1609, 0.071
O, 3.515, -5.7724, 1.3087, 0.1252, -0.4603, 0.7143
O, -2.5286, -7.0088, 1.6768, 0.451, -0.247, -0.3571
O, 5.1742, 3.0655, -2.5679, -0.1563, 0.1631, 0.06
O, 9.05, 9.0148, -4.36, 0.1963, -0.3552, 0.1118
O, -1.5656, 6.3755, -0.2454, 0.18, 0.2389, 0.1025
O, -0.8702, 4.7086, -6.1007, 0.3529, -0.037, 0.1871
O, 2.4927, 8.1556, -2.1492, -0.2073, 0.266, 0.6596
O, 2.958, 2.0879, -4.3641, -0.1246, 0.0512, -0.0677
O, 6.1094, 0.6418, -1.7475, -0.082, 0.3759, 0.2423
O, 7.1615, 4.094, -0.6269, -0.1017, -0.1648, 0.5451
O, 8.7988, 2.1442, -0.4927, 0.084, -0.0119, 0.2157
O, 4.9878, 5.4053, -1.3633, 0.204, -0.1428, 0.4198
O, 11.0269, 4.6509, -1.1738, 0.0369, 0.0497, -0.1443
O, 7.5816, 13.1904, -3.014, -0.0115, -0.2775, 0.3995
O, 8.8899, 8.272, -1.8758, -0.0203, -0.0147, 0.6736
O, 0.5651, 2.4601, 12.2561, 0.1822, 0.3008, 0.2026
O, 2.5557, 2.4891, 9.69, 0.079, 0.3927, -0.1566
O, 1.0331, -0.5136, 10.9874, 0.2347, -0.0974, -0.003
O, 4.5804, 2.0341, 11.2507, -0.2851, 0.0475, -0.136
O, 3.048, 8.9666, 10.2883, 0.0063, 0.1941, -0.292
O, 4.0574, 11.1917, 9.3534, -0.214, 0.0839, -0.0649
O, 3.8251, 6.0385, 11.6686, -0.0779, -0.2985, -0.1793
O, 7.0208, 3.3517, 10.5531, -0.034, 0.0238, -0.1209
O, 7.8043, 4.0429, 12.8045, 0.1678, -0.0332, -0.0678
O, 7.5886, -0.0834, 9.6447, 0.2682, -0.0479, -0.2603
O, 14.3742, -0.1734, 12.2125, -0.2144, -0.0584, -0.0656
O, 5.0299, 18.0756, 9.599, -0.261, -0.0738, -0.4347
O, 9.1414, 4.0985, 7.7178, 0.0705, 0.1027, -0.298
O, 9.1148, 6.3229, 9.0189, -0.0956, -0.2257, -0.2749
O, 0.9018, 3.1348, 14.7098, -0.0346, 0.0657, -0.0605
O, -1.0762, 4.9985, 14.2781, 0.1957, 0.1059, -0.1363
O, 3.6817, 4.9838, 14.1529, 0.0011, -0.2277, 0.0278
O, 2.9963, 3.6081, 16.4234, 0.0778, -0.1985, 0.1729
O, 1.0279, 11.4128, 14.1966, -0.2023, 0.004, 0.2798
O, 2.0538, 8.7235, 12.8768, -0.0566, 0.0439, 0.1718
O, 1.6123, 4.9185, 12.436, 0.2134, -0.0632, 0.1981
O, 9.5118, 0.7476, 15.2183, -0.0064, 0.1732, 0.0789
O, 8.3018, 6.5759, 12.7294, 0.2299, 0.0291, -0.0451
O, 7.2261, 8.7582, 11.476, 0.1274, 0.1371, 0.0247
O, 3.8187, 1.0933, 17.1294, 0.52, 0.4389, 0.2212
O, 5.4475, 1.1051, 13.5048, 0.034, 0.2833, 0.2533
O, 0.2454, -3.3131, 14.368, 0.2642, 0.0372, 0.1309
O, 5.2264, -1.1039, 17.707, -0.5204, 0.4517, 0.2273
O, 9.7612, 7.9446, 11.0591, -0.5024, -0.061, 0.1093

Results
free energy: -29600.470 eV
free energy less fixed offsets of O -463.61, Si -117.95 eV per atom: -1.530 eV
pressure: -0.66 GPa
stress xx, yy, zz, yz, xz, xy (GPa, positive in tension): -0.31, 0.34, 1.96, -0.25, 0.37, 0.08
